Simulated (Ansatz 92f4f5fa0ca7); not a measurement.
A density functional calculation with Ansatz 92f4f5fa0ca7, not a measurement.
Periodic cell of 262 atoms, Si166O96, from a study of silicon, its oxide and their interface. The atomic structure is a simulated model.
Doubt: the cutoff is far below the 930 eV that the study's wrapper takes by default for these files, so forces and energies are approximate.
This geometry differs little from another in the collection (a relaxation step or a small displacement).

Settings: functional PBE; potential files Ansatz PAW; basis plane waves; wave-function cutoff 580 eV; density cutoff ratio 5; exchange-correlation grid ratio 1; k mesh 1 x 1 x 1, Gamma-centred; self-consistency stop 5e-08 eV per atom in the density residual; occupations fixed; spin none; net charge 0.

Cell vectors (angstrom)
a  10.938  0  0
b  0  10.938  0
c  0  0  37.9815

Atoms: element, x, y, z (angstrom)
Si  0  0  0.683
Si  5.469  0  0.683
Si  2.7345  2.7345  0.683
Si  8.2035  2.7345  0.683
Si  0  5.469  0.683
Si  5.469  5.469  0.683
Si  2.7345  8.2035  0.683
Si  8.2035  8.2035  0.683
Si  1.3673  1.3673  2.0503
Si  6.8362  1.3673  2.0503
Si  4.1018  4.1018  2.0503
Si  9.5708  4.1018  2.0503
Si  1.3673  6.8362  2.0503
Si  6.8362  6.8362  2.0503
Si  4.1018  9.5708  2.0503
Si  9.5708  9.5708  2.0503
Si  2.7345  0  35.93
Si  8.2035  0  35.93
Si  0  2.7345  35.93
Si  5.469  2.7345  35.93
Si  2.7345  5.469  35.93
Si  8.2035  5.469  35.93
Si  0  8.2035  35.93
Si  5.469  8.2035  35.93
Si  4.1018  1.3673  37.2972
Si  9.5708  1.3673  37.2972
Si  1.3673  4.1018  37.2972
Si  6.8362  4.1018  37.2972
Si  4.1018  6.8362  37.2972
Si  9.5708  6.8362  37.2972
Si  1.3673  9.5708  37.2972
Si  6.8362  9.5708  37.2972
Si  0.4343  -0.8225  27.8147
Si  5.2909  -0.4252  27.3646
Si  2.1451  2.5344  26.4605
Si  6.21  1.7018  27.2072
Si  -0.422  4.3651  27.0393
Si  4.8059  3.6479  27.197
Si  2.0295  8.2852  27.5288
Si  7.603  8.3388  27.2023
Si  1.3725  1.0483  29.0069
Si  7.4754  1.9301  29.1618
Si  4.7484  4.6269  29.3049
Si  9.2588  3.5866  29.0103
Si  1.2234  6.5733  28.8913
Si  6.4884  6.3822  29.173
Si  4.2937  9.5506  29.2629
Si  9.6873  9.5  29.3265
Si  2.8183  -0.0547  30.5186
Si  8.3374  0.1042  30.4835
Si  0.0415  2.59  30.3363
Si  5.6843  2.8193  30.5205
Si  2.8051  5.4938  30.3398
Si  8.2592  5.3323  30.3687
Si  0.0625  7.9877  30.5182
Si  5.6113  8.1304  30.5529
Si  4.2069  1.3947  31.7804
Si  9.6804  1.3771  31.9016
Si  1.436  4.0396  31.6685
Si  6.9564  4.1226  31.9455
Si  4.0965  6.8487  31.8461
Si  9.5739  6.7066  31.8189
Si  1.4205  9.4765  31.834
Si  6.9555  9.5969  31.8091
Si  0.0633  -0.0589  33.2013
Si  5.5258  -0.0083  33.1665
Si  2.7828  2.7306  33.1365
Si  8.2904  2.728  33.2674
Si  0.0606  5.3822  33.1393
Si  5.4865  5.4788  33.2053
Si  2.7679  8.1844  33.2473
Si  8.2643  8.1741  33.1783
Si  1.4005  1.3698  34.5395
Si  6.8561  1.368  34.5669
Si  4.1084  4.106  34.5536
Si  9.6215  4.1147  34.5902
Si  1.3596  6.811  34.552
Si  6.8426  6.8595  34.5595
Si  4.1286  9.5921  34.5634
Si  9.591  9.5594  34.5661
Si  2.7105  -0.0088  3.4311
Si  8.1887  0.0203  3.4015
Si  -0.0226  2.7365  3.4211
Si  5.4431  2.7235  3.4217
Si  2.7181  5.4672  3.4263
Si  8.179  5.4632  3.4344
Si  -0.0103  8.1961  3.4113
Si  5.4488  8.1935  3.4206
Si  4.0325  1.401  4.802
Si  9.4846  1.4272  4.7861
Si  1.3201  4.12  4.7943
Si  6.7713  4.1081  4.7993
Si  4.0463  6.86  4.8053
Si  9.529  6.8761  4.7828
Si  1.3182  9.5705  4.7997
Si  6.7904  9.6226  4.7449
Si  -0.0944  0.038  6.0911
Si  5.394  0.0089  6.1274
Si  2.6554  2.7598  6.2005
Si  8.0993  2.7596  6.2153
Si  -0.0615  5.4969  6.1465
Si  5.3997  5.481  6.1572
Si  2.6706  8.2114  6.2073
Si  8.1891  8.326  6.1084
Si  1.2137  1.3543  7.4981
Si  6.695  1.3441  7.5563
Si  3.9952  4.1603  7.5813
Si  9.4911  4.172  7.5358
Si  1.2678  6.8367  7.5683
Si  6.7951  6.9469  7.3709
Si  4.0384  9.6255  7.5453
Si  9.5042  9.7081  7.5481
Si  2.5423  -0.0173  8.8889
Si  8.0456  0.0203  8.9964
Si  -0.1787  2.7014  8.8718
Si  5.2038  2.6167  8.8953
Si  2.564  5.4428  9.0115
Si  8.2188  5.7542  8.7852
Si  -0.0413  8.3338  8.8727
Si  5.4064  8.1775  8.8315
Si  3.5405  1.5875  10.227
Si  9.1174  1.6944  10.2778
Si  1.2976  3.8307  10.2832
Si  6.6106  3.6758  10.382
Si  3.8508  7.0317  10.1926
Si  9.3195  7.2833  10.1994
Si  1.5798  9.2896  10.3024
Si  6.8874  9.3095  10.2721
O  10.5876  -0.7335  26.3305
O  2.4651  7.9229  25.9693
O  9.7211  1.2307  11.7391
O  1.0209  9.797  11.7664
O  2.4621  2.7372  10.7843
O  8.1369  8.321  10.7604
O  6.4654  20.3936  26.8603
O  0.6675  3.265  26.3924
O  4.0982  0.7765  11.5405
O  10.9709  0.2363  13.7818
O  7.9804  13.7668  10.6767
O  6.0029  9.8051  11.5883
O  10.1777  6.7134  11.4889
O  0.3159  4.3326  11.5318
O  7.0222  16.0525  9.7431
O  4.5776  6.4732  11.5643
O  4.0231  -0.5051  26.2831
O  6.886  6.9172  27.6205
O  2.3871  1.3444  25.3308
O  22.2446  5.4853  27.9513
O  8.6182  8.3238  25.918
O  9.7682  5.1229  25.7715
O  3.3841  3.6008  26.3144
O  4.7676  5.2587  24.0833
Si  -0.4074  -7.8048  15.4609
Si  7.1457  9.3706  21.6501
Si  5.5619  5.554  12.4625
Si  5.7247  4.5035  15.094
Si  18.1013  -1.5018  18.5921
Si  5.1758  10.9212  12.4577
Si  8.4559  3.2463  17.6305
Si  7.9996  6.1112  14.0678
Si  12.4322  4.0151  19.0514
Si  10.197  9.435  17.9345
Si  -0.9787  -1.8711  25.32
Si  1.0914  5.7786  15.1259
Si  14.6201  0.3761  24.9437
Si  9.9223  3.019  22.407
Si  19.9543  5.2676  24.3044
Si  13.3502  0.2257  20.5437
Si  12.9255  -7.8687  21.8375
Si  4.3106  -1.0952  22.3714
Si  6.3064  1.1699  17.2843
Si  8.8491  0.2254  23.2221
Si  9.5093  4.703  19.9074
Si  3.244  5.0536  23.5552
Si  6.5083  1.719  24.8782
Si  13.6478  7.3917  21.956
Si  10.8342  12.5107  17.8398
Si  3.4979  5.5028  16.9391
Si  12.5319  7.3222  24.7181
Si  4.7291  8.2992  17.2541
Si  9.8811  1.359  13.3518
Si  6.8775  1.547  14.4005
Si  9.2187  7.1539  21.8582
Si  10.0391  8.0307  15.1744
Si  6.1295  4.7032  24.773
Si  10.6369  5.5163  12.4972
Si  11.6679  -1.1714  13.3712
Si  3.5934  0.0526  17.7542
Si  3.464  9.8344  14.9774
Si  11.6022  -2.38  20.3605
O  9.3617  2.0793  18.3143
O  3.4244  10.3082  23.6804
O  12.7765  7.4527  20.589
O  11.2212  -2.4639  18.7727
O  11.9466  2.5297  18.5534
O  10.3552  -2.7202  21.3614
O  7.4335  5.6458  24.5141
O  8.486  4.5276  18.6353
O  13.2831  12.8785  27.9773
O  2.5995  6.0288  15.6694
O  0.0726  -3.1184  25.1082
O  2.5259  4.7274  18.001
O  4.2939  8.6084  15.6949
O  6.9413  2.6613  17.491
O  1.9632  1.4922  21.4598
O  12.7791  -2.9982  23.2368
O  3.0809  -0.0331  16.1837
O  10.0519  9.1748  16.3323
O  9.6168  -1.0162  23.9716
O  9.1089  3.5894  16.1593
O  8.2359  -0.3667  21.8304
O  20.2726  3.424  20.9312
O  17.2768  8.4521  17.5601
O  6.2486  1.0638  12.9939
O  5.866  4.0961  11.7733
O  18.0044  0.0674  18.1867
O  4.025  8.3148  21.9097
O  0.9535  5.8889  13.4929
O  14.1066  5.8674  22.1503
O  6.2834  3.0322  14.6841
O  4.1962  -4.1266  17.6436
O  9.6214  6.3949  23.2663
O  9.0404  6.0508  20.6756
O  11.471  3.4929  22.4197
O  8.5539  7.4666  14.7927
O  5.9141  9.825  22.6293
O  6.9622  6.3599  12.8099
O  11.05  4.8645  19.341
O  10.8164  10.9268  18.1652
O  13.9278  3.4994  23.0748
O  15.6917  1.2005  17.7564
O  6.6213  -1.693  20.115
O  6.4413  0.6848  15.7209
O  -0.3415  -2.3324  13.7568
O  7.6926  0.8104  24.2239
O  11.6265  4.2997  15.6593
O  15.9323  1.2164  24.4756
O  9.835  1.4309  22.7491
O  6.533  3.22  24.2256
O  0.0929  1.7835  16.2335
O  13.2641  3.8481  20.4433
O  4.4178  10.3237  13.7566
O  7.8116  -2.9914  22.0991
O  8.4747  1.277  14.1868
O  4.7264  4.5396  16.3925
O  1.266  -0.9146  20.7806
O  13.0196  -5.2107  24.5593
O  10.4784  2.7958  13.8643
O  14.9884  9.4729  18.1767
O  9.2962  5.2584  13.4553
O  7.1065  5.3872  15.2444
O  10.9952  6.855  15.7742
O  2.5607  0.4863  18.9314
O  8.7489  9.1024  18.5903
O  3.8982  -0.1598  21.1021
O  2.0541  -1.4988  14.2667
O  9.1548  -7.1234  23.5905
O  4.8437  5.1558  13.8728
O  -2.4651  -2.2555  28.5362
O  2.764  -13.6854  10.6685
O  3.4171  -2.5013  28.3826
O  5.828  4.6498  26.3719

Results
free energy: -160124.403 eV
free energy less fixed offsets of O -568.88, Si -635.61 eV per atom: -0.663 eV

Forces (eV/angstrom), in the order of the atoms: element, x, y, z
Si  -0.0281  0.0221  -0.0102
Si  0.0095  0.0495  -0.0013
Si  0.0023  0.0689  0.0173
Si  -0.0464  0.0596  -0.0012
Si  -0.0359  0.0298  -0.0125
Si  0.0017  0.0403  -0.0068
Si  0.0051  0.0363  0.0102
Si  -0.0098  0.0381  0.0219
Si  -0.1115  -0.0288  0.0821
Si  -0.1721  0.0963  -0.1214
Si  -0.0704  0.0326  0.0432
Si  -0.0947  0.1096  0.042
Si  -0.0372  -0.031  -0.0338
Si  -0.0838  -0.033  0.0458
Si  -0.0823  0.0335  0.066
Si  -0.0367  0.0588  0.0171
Si  0.1266  0.1015  -0.0134
Si  0.0533  -0.1222  0.0037
Si  0.2902  -0.1584  0.0699
Si  -0.0031  -0.0335  -0.0662
Si  -0.0032  -0.0567  -0.0231
Si  0.0771  0.1391  -0.0746
Si  0.0574  -0.18  0.0189
Si  0.0826  0.1055  0.0571
Si  -0.0031  -0.0504  0.0286
Si  0.0414  -0.0617  -0.0104
Si  0.0446  -0.0906  0.0265
Si  0.0074  -0.0302  -0.0359
Si  -0.0095  -0.0046  -0.0153
Si  -0.0141  0.0099  0.0311
Si  0.03  -0.0597  -0.0216
Si  -0.006  -0.0439  0.0277
Si  -0.0121  -0.0239  0.0002
Si  0.0124  -0.0373  -0.0154
Si  0.0019  0.0013  0.0012
Si  -0.003  0.0011  -0.0048
Si  -0.0119  0.0054  0.0116
Si  0.0082  0.0127  0.0128
Si  0.0151  -0.0074  0.0116
Si  0.0077  0.0397  0.0829
Si  -0.0023  0.0149  0.0034
Si  -0.0024  -0.0013  0.0137
Si  0.0029  -0.0061  -0.0126
Si  0.0011  0.0017  0.0001
Si  -0.0221  0.0229  -0.0026
Si  -0.0044  0.0023  -0.0078
Si  -0.0262  0.0126  -0.0125
Si  -0.0554  -0.0304  -0.0373
Si  0.0056  -0.0201  -0.0038
Si  -0.0035  -0.0023  -0.0027
Si  -0.0014  -0.0005  0.0013
Si  0.0016  -0.0006  -0.001
Si  0.0112  0.0023  0.0079
Si  0.0041  0.0037  0.0006
Si  0.0206  -0.0045  -0.0049
Si  0.003  -0.0111  0.0005
Si  0.0025  0.0111  -0.0024
Si  -0.0033  -0.002  -0.0043
Si  -0.0022  -0.0044  -0.0048
Si  -0.0015  0.0001  -0.0009
Si  -0.0027  -0.0037  -0.0068
Si  -0.0077  0.0025  -0.0043
Si  -0.0023  0.0015  -0.001
Si  0.0053  0.0067  -0.0029
Si  0.0063  -0.0034  -0.0037
Si  -0.0013  -0.0048  -0.0025
Si  0.0069  -0.0007  0.0015
Si  0.0039  -0.0006  -0.0066
Si  -0.0012  0.0036  -0.0007
Si  0.0035  -0.0023  -0.0034
Si  -0.0028  0.0076  -0.0037
Si  0.0015  -0.0041  -0.0012
Si  -0.0051  -0.0029  -0.0033
Si  0.0008  0.0023  -0.0014
Si  -0.0027  0.0029  -0.0037
Si  -0.0006  -0.0033  0.0008
Si  -0.0006  0.0012  -0.0029
Si  -0.0066  0.005  -0.0009
Si  -0.0007  -0.0015  -0.0011
Si  -0.0005  0.0013  -0.0034
Si  0.001  0.0003  0.0011
Si  -0.0003  0.0005  -0.0002
Si  -0.0003  -0.0003  -0.0015
Si  0.0004  0.0018  0.0008
Si  0.0002  -0.0014  -0.0016
Si  0.0003  0.002  0.0011
Si  -0.0006  0.0001  0.0019
Si  0.0013  -0.0004  -0.0009
Si  0.0019  -0.0016  0.0017
Si  -0.0026  0.0013  0.0018
Si  0.0019  -0.0014  0.0029
Si  -0.0023  -0.0027  0.0006
Si  -0.0023  0.0014  0.0035
Si  0.0028  0.0001  0.0026
Si  -0.0025  -0.001  0.0011
Si  -0.0007  -0.0016  0.0031
Si  0.0026  -0.0061  -0.0003
Si  0.0012  0.006  -0.0032
Si  -0.0003  0.0009  0.0012
Si  0.0024  0.0029  0.0005
Si  -0.0064  0.0013  -0.0057
Si  0.0038  -0.0014  -0.0045
Si  0.0049  0.0056  0.0024
Si  0.0068  0.0001  -0.003
Si  -0.0049  0.0076  0.0088
Si  0.0012  -0.0082  0.0021
Si  -0.0077  -0.006  0.0039
Si  -0.0016  0.0074  0.0039
Si  0.0014  0.0004  0.0091
Si  -0.0069  0.0068  0.0021
Si  -0.0021  -0.0112  0.005
Si  -0.0024  -0.0017  -0.0033
Si  0.0022  0.0075  -0.0067
Si  -0.0051  0.009  0.0014
Si  0.0034  -0.0057  -0.0009
Si  0.0028  0.009  0.0009
Si  0.0036  0.0096  0.0007
Si  -0.0055  -0.036  -0.0081
Si  0.0101  -0.0005  -0.0143
Si  -0.0072  0.0051  -0.002
Si  -0.0147  -0.0016  -0.0143
Si  0.0097  -0.0134  0.005
Si  -0.0001  -0.0096  -0.0196
Si  -0.0014  -0.0103  -0.008
Si  0.0061  -0.0103  -0.0088
Si  0.0028  0.0051  0.0248
Si  -0.003  -0.0016  0.0185
Si  -0.008  0.0044  -0.0137
O  0.0064  0.0081  0.0031
O  0.0055  0.006  -0.0003
O  -0.0012  0.0018  -0.0018
O  0.0015  -0.0017  -0.011
O  0.0018  0.003  0.0093
O  0.0089  -0.0065  0
O  0.0387  -0.0259  0.0259
O  0.002  -0.0034  -0.0088
O  0.0032  -0.0033  0.0112
O  0.0022  -0.0022  0.0059
O  0.0047  0.0117  -0.001
O  -0.0001  -0.0001  0.0075
O  -0.0019  0.0028  -0.0042
O  0.0027  0.0003  0.0038
O  0.004  0.0168  -0.001
O  -0.0043  0.0039  -0.001
O  0.015  0.009  0.0114
O  0.0154  0.0376  0.0036
O  -0.006  0.0014  0.0001
O  0.0114  -0.0048  -0.0071
O  -0.004  0.0003  0.0049
O  0.0037  0.0019  -0.0079
O  0.0018  -0.0052  -0.0055
O  0.0039  0.0005  -0.0047
Si  -0.0007  -0.0028  -0.0009
Si  0.0001  -0.0008  0.002
Si  0.0034  -0.0014  -0.0078
Si  -0.0002  -0.0003  0
Si  0.0014  -0.0013  0.0006
Si  0.0044  0.0013  -0.0058
Si  -0.0016  -0.0016  0.0051
Si  -0.0003  -0.0022  -0.0058
Si  0.001  -0.0015  0.0017
Si  -0.0016  0.0022  0.0053
Si  -0.0016  -0.0044  -0.0008
Si  0.0028  -0.001  -0.0025
Si  0.0076  -0.0052  0.0028
Si  -0.0017  0.0004  0.0001
Si  -0.0004  -0.0011  0.003
Si  0.0015  0.0012  -0.001
Si  0.0017  -0.0034  -0.0022
Si  0.0017  0.0015  0.0004
Si  -0.0006  -0.0005  0.0041
Si  -0.0008  -0.0005  -0.0006
Si  0.0016  0.0016  0.0019
Si  -0.0008  -0.0069  0.0061
Si  -0.0004  -0.0002  -0.0034
Si  -0.0001  -0.0001  0.0013
Si  0.0006  -0.0019  0.0041
Si  -0.0001  -0.0014  0.0049
Si  -0.0063  -0.0073  -0.0021
Si  0.0007  0  0.0036
Si  -0.0037  0.0022  -0.0101
Si  0.0029  -0.0019  -0.0041
Si  0  -0.001  0.0013
Si  0.0014  0.0037  -0.0018
Si  0.0008  -0.0027  0.0071
Si  -0.0042  0.0013  0.0006
Si  0.0011  0.0002  -0.0056
Si  -0.0015  0.0008  0.0044
Si  -0.0025  -0.0001  0.0011
Si  -0.0021  0.0019  0.0008
O  -0.0012  0.001  -0.0033
O  -0.0028  -0.0003  -0.0011
O  0.0012  -0.0008  -0.0029
O  0.0019  -0.0018  -0.0006
O  0.0005  0.0005  -0.0029
O  0.0011  0.0002  -0.0022
O  0.0027  0  -0.0052
O  -0.0003  -0.0003  -0.0045
O  -0.0048  -0.0059  -0.0011
O  -0.0012  0.0003  -0.0015
O  -0.0016  0.0031  -0.0015
O  0.0013  0.001  -0.0047
O  -0.0004  -0.0009  -0.0015
O  -0.0005  -0.0001  -0.0037
O  -0.0002  0.0006  -0.0011
O  -0.0004  0.0015  -0.0052
O  0.0008  -0.0004  -0.0023
O  0.0001  -0.0026  -0.004
O  0.0011  -0.0015  -0.001
O  0.0008  0.0004  -0.0036
O  -0.0001  -0.0007  -0.0008
O  0.0001  -0.0015  -0.0014
O  -0.0003  -0.0005  -0.0028
O  -0.0008  -0.0011  0.0024
O  -0.0004  -0.0009  0.0038
O  -0.0003  0.0013  -0.0026
O  0.0006  -0.0031  -0.0028
O  0  -0.0004  0.0028
O  -0.0002  0.0028  -0.0082
O  -0.0002  -0.0017  0.0005
O  -0.0004  -0.0001  -0.0028
O  0.0009  -0.0003  -0.0033
O  0.0002  0.0004  -0.001
O  0.0004  0.001  -0.0011
O  -0.002  -0.0018  0.0015
O  0.0012  0.0003  -0.0025
O  -0.0001  0.0013  0.0043
O  -0.0025  0.0005  -0.0012
O  -0.0003  -0.0017  -0.0026
O  0.0001  0.0018  -0.0014
O  0  -0.0004  -0.0039
O  0.0007  -0.0011  0.0005
O  -0.0013  -0.0003  -0.0025
O  0.001  -0.0007  0.0024
O  0.0017  -0.0009  -0.0021
O  0.0012  0.0009  -0.001
O  -0.0029  0.001  -0.0083
O  0.0008  -0.0018  -0.0017
O  -0.0006  0.004  -0.0003
O  -0.0002  0.0003  -0.0022
O  0.0007  -0.0006  -0.0006
O  0.0002  -0.0003  0.0023
O  -0.0001  -0.0001  -0.0023
O  -0.0006  -0.0003  0.0021
O  0.002  -0.0014  -0.0025
O  -0.002  -0.0027  -0.0018
O  -0.0001  0.0001  0.0013
O  0.001  0.0012  0.0033
O  0.0008  -0.0023  -0.0045
O  0.0007  0.0014  0.0037
O  0.0003  0.0013  0.0009
O  0.0003  -0.0013  -0.0005
O  0.0013  -0.0012  -0.0003
O  0.002  -0.0008  -0.0034
O  0.0012  -0.0015  -0.0016
O  -0.0003  0  0.0013
O  0  0.0009  -0.001
O  -0.0007  0.0003  0.0015
O  -0.0223  0.0006  -0.0773
O  -0.001  -0.0016  0.0057
O  0.0042  -0.0016  0.0019
O  -0.0022  -0.0015  -0.0031

The program warned: the cutoff lies below the one the program advises for these potential files; the exchange-correlation potential is rough where the density is thin.
